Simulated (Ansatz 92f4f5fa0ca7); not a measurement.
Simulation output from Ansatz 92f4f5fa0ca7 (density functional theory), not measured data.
Periodic cell of 224 atoms, Si132O90As1H1, from a study of silicon, its oxide and their interface. The atomic structure is a simulated model.
Doubt: the cutoff is far below the 930 eV that the study's wrapper takes by default for these files, so forces and energies are approximate.
This geometry differs little from another in the collection (a relaxation step or a small displacement).

Settings
functional: PBE
potential files: Ansatz PAW
basis: plane waves
wave-function cutoff: 580 eV
density cutoff ratio: 5
exchange-correlation grid ratio: 1
k mesh: 1 x 1 x 1, Gamma-centred
self-consistency stop: 5e-08 eV per atom in the density residual
occupations: fixed
spin: none
net charge: 0

Cell vectors (angstrom)
a, 10.938, 0, 0
b, 0, 10.938, 0
c, 0, 0, 33.3143

Atoms: element, x, y, z (angstrom)
Si, 0.4364, -0.3366, 25.9807
Si, 5.3324, 0.3163, 25.7802
Si, 2.951, 2.4106, 25.7789
Si, 7.9454, 3.0377, 26.0511
Si, -0.2771, 5.6246, 25.7584
Si, 5.8416, 5.3353, 25.8607
Si, 2.608, 8.3288, 25.7234
Si, 8.5706, 8.0123, 25.7948
Si, 1.5071, 1.2982, 27.264
Si, 6.7914, 1.4101, 27.2613
Si, 4.1121, 4.1236, 27.0114
Si, 9.5933, 4.1483, 27.2573
Si, 1.3808, 6.7855, 27.0532
Si, 6.9718, 6.8801, 27.1831
Si, 4.1884, 9.5473, 27.0354
Si, 9.6757, 9.5309, 27.2002
Si, 2.8434, -0.0901, 28.5617
Si, 8.2255, -0.0171, 28.5125
Si, 0.0417, 2.6996, 28.5266
Si, 5.407, 2.7874, 28.5452
Si, 2.7451, 5.4443, 28.4606
Si, 8.2277, 5.4857, 28.6012
Si, 0.0568, 8.1374, 28.5417
Si, 5.5046, 8.1994, 28.4897
Si, 4.1018, 1.3673, 29.896
Si, 9.5708, 1.3673, 29.896
Si, 1.3673, 4.1018, 29.896
Si, 6.8362, 4.1018, 29.896
Si, 4.1018, 6.8362, 29.896
Si, 9.5708, 6.8362, 29.896
Si, 1.3673, 9.5708, 29.896
Si, 6.8362, 9.5708, 29.896
Si, 0, 0, 31.2633
Si, 5.469, 0, 31.2633
Si, 2.7345, 2.7345, 31.2633
Si, 8.2035, 2.7345, 31.2633
Si, 0, 5.469, 31.2633
Si, 5.469, 5.469, 31.2633
Si, 2.7345, 8.2035, 31.2633
Si, 8.2035, 8.2035, 31.2633
Si, 1.3673, 1.3673, 32.6305
Si, 6.8362, 1.3673, 32.6305
Si, 4.1018, 4.1018, 32.6305
Si, 9.5708, 4.1018, 32.6305
Si, 1.3673, 6.8362, 32.6305
Si, 6.8362, 6.8362, 32.6305
Si, 4.1018, 9.5708, 32.6305
Si, 9.5708, 9.5708, 32.6305
Si, 2.7345, 0, 0.6835
Si, 8.2035, 0, 0.6835
Si, 0, 2.7345, 0.6835
Si, 5.469, 2.7345, 0.6835
Si, 2.7345, 5.469, 0.6835
Si, 8.2035, 5.469, 0.6835
Si, 0, 8.2035, 0.6835
Si, 5.469, 8.2035, 0.6835
Si, 4.1018, 1.3673, 2.0507
Si, 9.5708, 1.3673, 2.0507
Si, 1.3673, 4.1018, 2.0507
Si, 6.8362, 4.1018, 2.0507
Si, 4.1018, 6.8362, 2.0507
Si, 9.5708, 6.8362, 2.0507
Si, 1.3673, 9.5708, 2.0507
Si, 6.8362, 9.5708, 2.0507
Si, 0, 0, 3.418
Si, 5.469, 0, 3.418
Si, 2.7345, 2.7345, 3.418
Si, 8.2035, 2.7345, 3.418
Si, 0, 5.469, 3.418
Si, 5.469, 5.469, 3.418
Si, 2.7345, 8.2035, 3.418
Si, 8.2035, 8.2035, 3.418
Si, 1.3401, 1.3683, 4.8135
Si, 6.7971, 1.3865, 4.7692
Si, 4.0466, 4.1631, 4.7471
Si, 9.564, 4.1126, 4.8191
Si, 1.3621, 6.842, 4.801
Si, 6.8135, 6.8405, 4.7966
Si, 4.0789, 9.5745, 4.8502
Si, 9.5131, 9.6219, 4.688
Si, 2.634, -0.0521, 6.2391
Si, 8.1591, -0.0023, 6.0959
Si, -0.0248, 2.7508, 6.223
Si, 5.3495, 2.7291, 6.0554
Si, 2.7345, 5.5048, 6.2281
Si, 8.1358, 5.4293, 6.181
Si, -0.1213, 8.227, 6.0029
Si, 5.4586, 8.1977, 6.2337
Si, 3.786, 1.6246, 7.4243
Si, 9.6936, 1.1234, 7.4522
Si, 1.6009, 3.8985, 7.5348
Si, 6.5227, 4.2045, 7.4287
Si, 4.3929, 6.5601, 7.5934
Si, 9.2679, 7.1238, 7.3622
Si, 0.9023, 9.7417, 7.4462
Si, 7.0773, 9.3822, 7.4982
O, 9.5993, 6.8111, 25.2611
O, 4.1395, 1.3591, 25.254
O, 8.1928, 8.2416, 7.9686
O, 2.7084, 2.7527, 7.9983
O, 6.8889, 4.1351, 25.3886
O, 1.4845, 9.488, 25.3157
O, 5.4898, 5.3797, 7.9317
O, -0.1134, 0.0177, 7.9091
O, 6.97, 3.3878, 8.7958
O, 6.5457, 10.143, 8.8739
O, 10.1422, 6.5584, 8.6329
O, 1.125, 8.8548, 8.8166
O, 4.6022, 1.0533, 8.7234
O, 1.0428, 4.6266, 8.9242
O, 8.9226, 1.554, 8.8515
O, 3.9677, 7.0346, 9.1121
O, 8.0407, 8.8424, 24.4627
O, 8.7014, 2.3111, 24.8083
O, 5.4979, 6.2751, 24.5344
O, 2.0059, 2.8165, 24.4786
O, 10.7495, 0.4582, 24.7049
O, 0.1924, 4.7711, 24.4137
O, 7.2748, 11.8798, 20.698
O, 6.2259, 10.7815, 24.4679
Si, 9.6705, 1.3711, 23.9332
Si, 4.6119, 6.4416, 20.5785
Si, 1.0585, 8.8899, 10.4449
Si, 17.2793, 5.2403, 15.8588
Si, 7.3291, 2.1579, 19.6042
Si, 19.3201, 14.3043, 12.6155
Si, 11.0404, 4.9627, 16.8388
Si, 9.2364, -0.6165, 16.4845
Si, 15.4341, 10.5091, 19.0487
Si, 12.6962, 3.0039, 18.3179
Si, 8.3634, 2.936, 9.5095
Si, 2.9911, 7.9746, 18.4597
Si, 11.5545, 1.0888, 16.2979
Si, 0.4464, 13.6347, 13.5514
Si, 4.2893, 2.4834, 20.058
Si, 6.1332, 2.4449, 14.4396
As, 7.3903, 5.7086, 18.9341
Si, 5.2139, 10.7707, 9.5916
Si, 15.1671, 6.5845, 23.5579
Si, 17.9452, 10.2547, 20.6871
Si, 3.0763, 4.3393, 21.9631
Si, 11.4496, 9.5662, 14.8461
Si, 6.5696, 11.6121, 17.005
Si, 5.2817, 8.2725, 13.1082
Si, 10.5379, 5.2067, 9.4364
Si, 3.7281, 6.9726, 15.4845
Si, 7.4882, 10.1427, 23.6386
Si, -2.1753, 8.4699, 18.8527
Si, -0.3801, 6.7879, 12.0664
Si, 1.6188, 10.9803, 12.3442
Si, 11.0546, 6.698, 19.0633
Si, 3.8477, 8.1068, 10.3256
Si, 0.8147, 3.502, 23.5757
Si, 10.083, 3.7741, 19.1696
Si, 4.8534, 11.2513, 12.561
Si, 7.8258, 6.281, 13.5059
Si, 1.3399, 5.3895, 14.1556
O, 9.9608, 7.7251, 19.678
O, 5.1097, 1.7017, 13.3942
O, 11.4127, 2.8225, 19.356
O, 7.3942, 12.5023, 18.0958
O, 4.1285, 7.9711, 14.2435
O, 4.0411, 0.8846, 19.9016
O, 2.3522, 8.0357, 10.949
O, -1.0746, 4.0276, 17.5302
O, 7.7446, 4.8837, 12.631
O, 9.4791, -1.84, 17.533
O, 5.792, 14.9006, 14.9635
O, 5.5224, 9.8989, 13.2254
O, 10.7289, 8.1552, 11.1772
O, 17.6269, 4.9364, 17.4377
O, 1.3186, 10.647, 15.787
O, 6.0622, 12.5088, 15.7873
O, 1.6051, 7.3796, 19.1449
O, 19.6324, 3.1099, 19.7956
O, 7.5401, 18.3894, 18.4229
O, 12.6347, 1.709, 17.3384
O, 3.2364, 11.0588, 12.4644
O, 3.223, 7.6372, 24.3271
O, 19.1708, 9.6514, 19.8151
O, 9.4384, 4.0762, 9.1065
O, 11.9576, 9.8303, 13.3382
O, 3.8915, 2.9639, 21.5792
O, 4.6874, 7.1545, 22.0788
O, 1.1682, 10.4659, 10.865
O, 5.1236, 6.2945, 15.926
O, 18.571, 10.5401, 16.3993
O, -2.7629, 2.7651, 11.111
O, 6.6477, 7.3925, 13.2919
O, 5.8626, 2.9093, 19.7672
O, 11.0445, 5.1367, 15.2401
O, 16.187, 10.9123, 17.6506
O, 10.0987, 11.6409, 16.9741
O, 0.3166, 2.1351, 15.0822
O, 3.5576, 5.0976, 23.335
O, 14.0622, -3.2726, 16.857
O, 11.7585, 8.0408, 15.2618
O, 5.5298, 11.3761, 11.071
O, 4.0955, -1.3493, 9.6826
O, 8.6565, 11.2336, 23.239
O, 4.8417, 7.849, 11.5849
O, 10.5975, 2.4319, 23.084
O, 3.3817, 5.3581, 20.7229
O, 7.6788, 5.8493, 15.0948
O, -0.4675, 5.5258, 11.0236
O, 9.8358, 9.8831, 15.0241
O, 0.9507, 12.4362, 12.5822
O, 6.956, 9.6444, 22.1876
O, 1.5528, 3.9014, 13.4966
O, 4.2233, 7.3445, 19.3014
O, 2.6983, 5.845, 14.912
O, 9.956, 14.223, 13.0264
O, 3.1843, 9.5914, 18.7167
O, 9.2437, 6.9483, 13.0358
O, 17.0059, 5.8102, 20.1785
O, 0.8996, 6.4489, 13.0124
O, 10.8338, 6.4874, 17.4348
O, 16.5438, 9.7837, 20.0006
O, 1.4922, 4.0265, 22.1796
O, 10.6294, 5.2467, 19.7576
O, 23.4026, 4.3676, 17.4181
O, 14.1664, 3.1473, 18.9892
O, 7.5949, 2.4474, 13.7127
H, 11.3716, 7.7086, 16.1212

Results
free energy: -139968.925 eV
free energy less fixed offsets of As -4856.12, H -15.97, O -568.88, Si -635.61 eV per atom: 2.885 eV

Forces (eV/angstrom), in the order of the atoms: element, x, y, z
Si, 0.0115, -0.0062, -0.0219
Si, 0.0061, -0.0122, 0.014
Si, -0.001, -0.0062, -0.0202
Si, 0.0013, 0.0033, 0.0086
Si, 0.0021, -0.0043, 0.0147
Si, 0.0125, -0.0026, -0.0075
Si, 0.0094, -0.0124, 0.0145
Si, 0.001, -0.0094, -0.0215
Si, 0.0062, -0.0038, 0.0157
Si, -0.0045, 0.0087, 0.0015
Si, -0.0021, 0.005, 0.0153
Si, -0.0074, 0.0075, 0.0037
Si, -0.0041, 0.0091, 0.002
Si, 0.0041, -0.0075, 0.0208
Si, -0.0027, 0.0069, 0.001
Si, 0.002, -0.0054, 0.0182
Si, -0.0015, -0.002, -0.0027
Si, -0.0034, 0.003, 0.0027
Si, -0.0013, 0.0041, -0.0007
Si, 0.0067, -0.0033, 0.0048
Si, -0.0021, 0.0017, -0.0053
Si, -0.003, -0.0019, -0.0104
Si, 0.0036, -0.005, -0.0017
Si, -0.0012, 0.0023, -0.0079
Si, 0.0987, -0.0088, 0.2915
Si, 0.0452, -0.0666, -0.1066
Si, 0.1753, -0.0047, -0.1903
Si, -0.2047, 0.0823, 0.1895
Si, 0.0094, -0.0505, -0.4871
Si, 0.3142, 0.0942, 0.5277
Si, 0.2491, -0.3051, 0.0887
Si, 0.0573, -0.0042, -0.1277
Si, 0.0004, 0.0233, -0.0371
Si, 0.0705, 0.1773, -0.0021
Si, -0.0495, -0.0773, -0.0102
Si, -0.052, 0.0104, -0.0263
Si, -0.0661, 0.083, 0.0043
Si, 0.0654, -0.0202, 0.0007
Si, -0.0894, 0.0637, 0.0167
Si, 0.0711, 0.0326, -0.0099
Si, -0.0063, 0.0326, -0.003
Si, 0.0282, -0.0842, -0.0069
Si, 0.0012, 0.0027, -0.0189
Si, 0.0618, -0.0199, -0.0341
Si, 0.0564, -0.0776, -0.0141
Si, -0.0209, 0.0203, -0.0077
Si, 0.0385, -0.0514, -0.0378
Si, -0.0318, -0.0134, -0.0123
Si, -0.013, 0.002, 0.0064
Si, 0.0122, 0.0727, 0.0486
Si, -0.0926, 0.0195, 0.0115
Si, 0.02, 0.0093, 0.0138
Si, -0.0309, 0.0234, 0.0393
Si, 0.0024, -0.0183, 0.0077
Si, -0.0004, -0.0005, 0.0095
Si, -0.0276, 0.0766, 0.0049
Si, -0.0203, -0.0257, 0.0375
Si, 0.089, -0.0144, -0.0122
Si, -0.044, -0.1134, -0.0139
Si, 0.0091, 0.0151, 0.0364
Si, 0.0838, -0.0235, -0.0143
Si, -0.0216, 0.0103, 0.0286
Si, -0.0004, 0.0275, 0.0381
Si, -0.0622, -0.1585, -0.0243
Si, 0.0674, 0.3467, -0.3372
Si, -0.2219, -0.1662, 0.1472
Si, -0.2738, -0.0274, 0.0095
Si, 0.0583, 0.0816, 0.1402
Si, 0.03, -0.0703, 0.1713
Si, -0.0476, 0.2311, -0.1924
Si, 0.0785, 0.0397, 0.2436
Si, -0.3578, -0.1644, -0.331
Si, -0.0002, 0.0024, -0.0056
Si, 0.0024, -0.0034, 0.0083
Si, -0.0047, -0.0007, 0.0059
Si, 0.0023, -0.0032, 0.0029
Si, 0.001, 0.0007, 0.0057
Si, 0.0007, 0.0081, 0.0016
Si, 0.0014, -0.0005, 0.0024
Si, -0.0055, 0.0054, 0.0115
Si, 0.0056, -0.0024, -0.0097
Si, 0.0046, -0.0063, -0.008
Si, 0.0013, -0.0015, -0.0077
Si, -0.0032, 0.0046, -0.0115
Si, 0.004, -0.0025, -0.0016
Si, -0.0047, -0.0006, -0.016
Si, 0.0001, 0.0039, -0.0133
Si, -0.0009, -0.0059, -0.0037
Si, -0.0047, 0.0053, 0.0087
Si, -0.0039, -0.0061, -0.0024
Si, 0, -0.0004, 0.0046
Si, -0.007, -0.0017, 0.0083
Si, -0.0048, -0.0025, -0.0136
Si, 0.0016, 0.0087, 0.0145
Si, -0.0166, -0.002, 0.0076
Si, 0.002, 0.0071, -0.0012
O, -0.0033, 0.009, -0.0071
O, -0.0087, 0.0028, -0.0032
O, -0.0025, -0.0054, 0.0019
O, 0.0021, 0.0018, 0.0001
O, -0.0032, 0.0014, -0.0101
O, -0.0087, 0.0101, -0.0037
O, 0.0037, -0.0031, 0.0031
O, 0.0027, -0.0028, 0.001
O, 0.0023, -0.0007, -0.007
O, -0.0032, -0.0002, -0.0037
O, 0.0008, -0.0026, -0.0069
O, -0.0002, -0.0034, 0.0041
O, 0.0026, -0.0043, -0.0035
O, -0.003, 0.0006, -0.0052
O, -0.0005, 0.004, -0.0004
O, -0.005, 0.0084, 0.0072
O, 0.001, 0.0034, 0.0087
O, -0.0018, -0.0021, 0.0077
O, -0.0002, -0.0004, -0.0005
O, 0.002, -0.0028, 0.0115
O, -0.0007, -0.0019, 0.0053
O, 0.0026, -0.0043, -0.0025
O, -0.0022, 0.0033, 0.0026
O, 0.0081, -0.0012, -0.0067
Si, -0.0022, -0.0015, -0.0203
Si, 0.0043, -0.0001, -0.0116
Si, 0.0041, -0.0038, -0.0009
Si, 0.0017, -0.0042, 0.008
Si, 0.0046, 0.0021, -0.0088
Si, -0.0071, -0.0059, 0.0024
Si, -0.0105, 0.0488, 0.0351
Si, -0.0013, -0.0222, 0.0166
Si, 0.0044, 0.0031, -0.0088
Si, -0.0068, 0.0111, -0.0143
Si, 0.0019, 0.0004, 0.0127
Si, 0.005, -0.0159, -0.0169
Si, 0.002, 0.0039, 0.0089
Si, -0.0105, 0.0127, 0.0112
Si, -0.0037, 0.0035, -0.0131
Si, -0.0022, -0.0011, 0.0112
As, -0.002, -0.0021, -0.001
Si, 0.0003, -0.0031, 0.0127
Si, -0.001, 0.0022, -0.0109
Si, 0.0028, -0.0004, -0.0102
Si, -0.0107, -0.0028, -0.0124
Si, -0.024, 0.1707, -0.0357
Si, 0.0025, -0.0074, 0
Si, -0.0067, 0.0004, 0.0081
Si, -0.0016, -0.0062, 0.0044
Si, -0.0124, 0.0211, 0.008
Si, -0.0063, 0.0044, -0.0119
Si, 0.0042, -0.0053, -0.0094
Si, -0.0051, -0.0075, 0.0048
Si, 0.0041, 0.0005, 0.0052
Si, -0.0129, -0.0166, -0.0719
Si, 0.0055, 0.0068, 0.0119
Si, -0.0053, 0.0033, -0.0118
Si, 0.0035, 0.0167, -0.0185
Si, 0.0023, 0.0083, 0.0076
Si, -0.0055, -0.007, 0.0109
Si, 0.0031, -0.0185, 0.0141
O, -0.0075, 0.0055, 0.0157
O, -0.0006, -0.0075, -0.0066
O, 0.0042, -0.0024, 0.0033
O, -0.0029, -0.0097, 0.0015
O, 0.0032, -0.0021, -0.0026
O, 0.0045, -0.008, -0.0082
O, -0.0017, 0.0011, -0.0076
O, -0.0095, -0.0152, 0.0065
O, -0.003, 0.0069, -0.0059
O, -0.0061, 0.0193, 0.002
O, 0.0028, -0.0052, -0.0019
O, -0.0037, 0.0004, -0.0078
O, -0.0024, -0.0029, -0.0069
O, -0.005, 0.0042, -0.0079
O, -0.0031, -0.0109, -0.0029
O, -0.0034, 0.0161, -0.0233
O, 0.021, 0.0099, 0.0089
O, -0.0036, -0.0032, 0.0036
O, -0.0018, 0.0029, 0.0075
O, -0.0047, -0.001, -0.0049
O, 0.0173, 0.0044, -0.0096
O, -0.0034, -0.0016, -0.0035
O, -0.001, -0.0017, 0.0076
O, 0.0004, 0.0038, -0.0057
O, 0.0199, -0.0051, -0.0377
O, 0.0008, -0.0011, -0.0027
O, -0.0002, -0.0005, -0.0001
O, -0.0006, 0.0099, -0.0189
O, 0.0111, -0.0075, 0.0035
O, 0.0052, -0.0033, -0.0026
O, -0.0011, 0.0007, 0.0016
O, -0.0003, 0.0003, -0.0056
O, -0.0055, -0.0015, 0.0048
O, 0.0074, 0.0062, -0.0252
O, -0.0018, -0.0041, 0.0136
O, 0.0043, 0, 0.0007
O, -0.0015, 0.0018, -0.0106
O, 0.0022, -0.0048, 0.0028
O, -0.0062, -0.013, 0.0178
O, -0.1889, -0.3714, 0.743
O, -0.0083, 0.0006, 0.009
O, 0.0004, -0.0111, -0.0047
O, 0, -0.0039, 0.0086
O, 0.0024, 0.002, -0.0085
O, 0.0021, -0.0008, 0.0069
O, 0.0032, -0.0058, 0.0074
O, 0.0019, 0.0021, -0.0062
O, 0.0017, 0.0114, 0.0094
O, 0.005, -0.0001, -0.0184
O, -0.0034, 0.0084, -0.0128
O, -0.0031, 0.0014, 0.0015
O, 0.0002, 0.0065, -0.0091
O, -0.0032, 0.0039, 0.0075
O, -0.0058, -0.0032, -0.004
O, 0.0032, 0.0015, -0.0056
O, 0.0015, -0.0001, 0.0084
O, -0.0018, 0.0018, -0.0036
O, -0.0006, -0.0033, 0.0094
O, 0.0007, 0.0112, 0.0018
O, -0.0048, -0.0297, 0.0021
O, -0.0147, 0.0049, -0.0023
O, 0.0103, -0.0006, -0.0009
O, -0.0064, -0.0176, 0.0193
O, 0.0061, -0.0101, 0.0042
O, -0.0027, -0.0027, 0.0101
O, -0.0014, 0.0012, -0.0031
H, 0.2174, 0.2315, -0.6736

The program warned: the cutoff lies below the one the program advises for these potential files; the forces do not sum to zero within the program's tolerance; the exchange-correlation potential is rough where the density is thin.
